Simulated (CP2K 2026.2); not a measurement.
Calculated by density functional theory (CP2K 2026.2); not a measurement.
Periodic cell of 534 atoms, Si358O176, from a study of silicon, its oxide and their interface. The atomic structure is a simulated model.
Doubt: the forces sum to 2.99 eV/angstrom along one axis rather than to zero, so they err by at least 0.0056 eV/angstrom per atom on average; the grid cutoff is modest.

Settings: functional PBE; method Gaussian and plane waves; basis set DZVP-MOLOPT-SR-GTH; pseudopotentials GTH-PBE; grid cutoff 350 Ry, relative cutoff 50 Ry; k points Gamma only; occupations fixed; spin none; net charge 0.

Cell vectors (angstrom)
a 16.32 0 0
b 0 16.32 0
c 0.0857 0.4803 35.356

Atoms and the computed forces on them: element, x, y, z (angstrom), force x, y, z (eV/angstrom)
Si 16.178 1.037 35.003 -0.03 -0.034 0.89
Si 2.469 3.837 35.304 -0.011 -0.16 0.718
Si 0.146 5.538 0.28 0.003 -0.074 0.502
Si 3.135 7.994 0.061 -0.21 0.091 0.763
Si 16.024 11.355 0.051 0.191 -0.343 0.646
Si 2.788 13.858 35.255 -0.098 0.357 0.667
Si 5.665 0.084 0.21 -0.28 -0.02 0.645
Si 8.516 2.568 0.433 0.004 -0.045 0.663
Si 5.436 6.193 35.293 0.202 -0.169 0.703
Si 8.404 8.598 34.899 0.007 0.048 0.828
Si 5.174 11.778 35.327 0.218 -0.176 0.836
Si 7.766 14.162 0.171 0.008 -0.293 0.837
Si 10.426 0.248 0.291 0.122 -0.056 0.7
Si 13.394 4.107 35.338 -0.038 0.493 0.473
Si 11.381 4.994 0.212 0.268 -0.011 0.571
Si 14.284 8.143 35.245 -0.125 0.178 0.777
Si 11.114 11.463 35.14 -0.096 -0.012 0.696
Si 13.704 13.57 0.053 -0.165 0.303 0.729
Si 1.244 1.658 1.177 0.016 -0.023 -0.12
Si 4.087 4.27 1.303 0.003 -0.007 -0.024
Si 1.514 6.98 1.437 0.052 0.022 -0.05
Si 4.148 9.649 1.356 0.014 0.002 -0.049
Si 1.303 12.354 1.449 -0.017 -0.005 0.004
Si 3.915 15.112 1.136 0.009 -0.008 -0.044
Si 6.851 1.474 1.638 -0.019 -0.013 -0.031
Si 9.755 4.099 1.637 -0.007 0.026 -0.01
Si 6.995 6.875 1.148 0.001 0.031 -0.023
Si 9.59 9.564 1.026 -0.014 -0.003 -0.058
Si 6.702 12.405 1.264 -0.005 0.01 -0.043
Si 9.309 15.096 1.636 -0.041 -0.028 -0.058
Si 12.112 1.335 1.478 -0.279 -0.283 0.416
Si 14.973 4.259 1.513 0.005 0.019 -0.059
Si 12.405 6.827 1.256 -0.048 0.04 -0.049
Si 15.018 9.532 1.158 -0.031 0.022 -0.028
Si 12.144 12.392 1.323 0.029 -0.02 -0.016
Si 14.948 15.263 1.119 0.045 -0.009 -0.061
Si 16.298 2.829 2.755 0.041 -0.006 0.047
Si 2.625 0.206 2.525 -0.011 0.015 -0.001
Si 0.078 8.361 2.687 -0.02 -0.028 0.008
Si 2.821 5.589 2.777 -0.011 -0.006 0.055
Si 16.288 13.88 2.611 -0.017 0.025 0.013
Si 2.714 10.964 2.727 0.016 -0.008 -0.002
Si 5.396 2.906 2.726 -0.01 0.017 0.025
Si 8.119 0.152 3.044 0.022 0.011 0.073
Si 5.615 8.269 2.601 0.024 -0.001 -0.008
Si 8.24 5.557 2.675 -0.024 0.003 -0.002
Si 5.321 13.779 2.624 0.009 0.032 0.022
Si 8.209 10.983 2.478 0 -0.007 -0.026
Si 11.027 2.775 2.987 0.023 -0.047 0.021
Si 13.624 0.083 2.712 0.003 -0.007 -0.009
Si 10.94 8.256 2.511 0.015 -0.005 -0.028
Si 13.646 5.62 2.84 -0.01 -0.048 0.044
Si 10.836 13.717 2.745 0.009 0.012 0.012
Si 13.586 10.937 2.554 0.018 0.014 0.02
Si 1.383 4.218 4.072 -0.004 0.011 -0.024
Si 4.017 1.494 3.997 -0.015 -0.025 -0.01
Si 1.382 9.661 4.113 0.029 -0.005 0.039
Si 4.205 6.973 4.049 -0.008 0.026 -0.025
Si 1.349 15.166 4.002 -0.008 0.001 -0.012
Si 4.067 12.381 4.034 0.005 0.001 -0.009
Si 6.817 4.248 4.051 0.017 0.025 -0.006
Si 9.57 1.485 4.28 -0.012 -0.011 0.021
Si 6.899 9.67 3.969 0.004 -0.014 -0.005
Si 9.592 6.953 3.991 0.04 -0.031 -0.007
Si 6.678 15.036 4.143 -0.003 -0.007 -0.028
Si 9.486 12.304 4.006 -0.055 0.004 0.002
Si 12.344 4.233 4.218 0.042 -0.007 0.035
Si 14.959 1.458 4.1 -0.009 0.016 -0.028
Si 12.242 9.623 3.966 -0.004 -0.008 -0.004
Si 15.033 7.005 4.089 0.015 0.037 -0.013
Si 12.251 15.053 4.075 -0.015 0.022 0.013
Si 14.947 12.383 3.919 -0.016 -0.009 -0.048
Si 16.329 16.451 10.869 0 -0.003 -0.008
Si 2.742 2.847 10.886 -0.011 0.02 0.012
Si 16.323 5.551 10.862 0.027 0.002 -0.008
Si 2.737 8.294 10.845 0.008 -0.006 -0.003
Si 16.337 11.026 10.856 -0.01 0.001 0.001
Si 2.736 13.745 10.872 0.002 -0.007 0.003
Si 5.456 16.463 10.871 -0.007 0.018 -0.001
Si 8.191 2.852 10.878 -0.005 -0.008 0
Si 5.466 5.569 10.859 0 -0.004 0.009
Si 8.188 8.31 10.862 -0.004 0.007 0.002
Si 5.473 11.041 10.843 0.007 -0.014 -0.015
Si 8.169 13.753 10.846 0.003 0.016 -0.007
Si 10.898 16.457 10.873 0.01 -0.008 0.003
Si 13.616 2.843 10.863 0 -0.015 -0.003
Si 10.914 5.584 10.866 -0.024 0.002 -0.002
Si 13.62 8.293 10.874 -0.004 0.006 0
Si 10.897 11.017 10.863 0.009 0 -0.001
Si 13.599 13.742 10.873 0.019 0.002 0.002
Si 1.364 1.482 12.227 -0.028 -0.031 -0.005
Si 4.122 4.199 12.23 0.004 -0.012 0.006
Si 1.373 6.904 12.197 -0.021 -0.006 -0.004
Si 4.107 9.679 12.179 0.004 0.008 0
Si 1.357 12.402 12.229 0.003 -0.003 0.001
Si 4.089 15.117 12.238 0.011 -0.004 0.006
Si 6.827 1.491 12.244 0.01 0.001 0.004
Si 9.577 4.21 12.229 0.023 0.024 0.001
Si 6.84 6.927 12.2 0.011 0.002 0.002
Si 9.546 9.664 12.226 -0.032 -0.007 0.003
Si 6.836 12.394 12.223 -0.002 0.013 -0.001
Si 9.509 15.118 12.226 -0.023 -0.013 -0.006
Si 12.273 1.492 12.247 0 0.014 -0.002
Si 14.973 4.175 12.244 -0.025 -0.016 0.003
Si 12.256 6.936 12.246 0.03 -0.008 0.013
Si 14.975 9.668 12.219 0.033 0.017 -0.004
Si 12.23 12.392 12.228 -0.019 -0.003 0.006
Si 14.952 15.12 12.229 0.019 0.021 -0.013
Si 16.309 2.778 13.62 0.024 -0.02 0.005
Si 2.7 16.458 13.608 0.012 0.029 -0.008
Si 16.327 8.263 13.543 -0.003 -0.004 0.008
Si 2.725 5.532 13.561 -0.015 -0.004 0.001
Si 16.305 13.778 13.588 -0.004 0.005 -0.016
Si 2.75 11.038 13.545 0.002 -0.002 0.004
Si 5.47 2.837 13.613 0.009 0.014 0.014
Si 8.194 16.484 13.64 0.013 0.007 -0.001
Si 5.479 8.316 13.514 -0.022 0.003 -0.002
Si 8.208 5.575 13.564 -0.011 -0.012 0.003
Si 5.493 13.78 13.573 -0.019 0.009 -0.001
Si 8.231 11.061 13.588 0.012 -0.013 0.013
Si 10.935 2.86 13.618 -0.013 -0.01 0.002
Si 13.634 16.47 13.64 0.01 -0.025 0.015
Si 10.882 8.304 13.603 -0.004 0.009 0.009
Si 13.592 5.527 13.59 0.009 0.017 0.001
Si 10.857 13.762 13.582 0.011 0.004 -0.004
Si 13.599 11.037 13.57 0.009 -0.017 -0.007
Si 1.394 4.112 14.925 -0.019 -0.01 -0.003
Si 4.084 1.468 14.964 -0.006 -0.002 -0.015
Si 1.392 9.63 14.851 -0.035 0.008 0.009
Si 4.095 6.955 14.83 0.02 0.019 0.007
Si 1.305 15.141 14.992 -0.036 -0.014 -0.004
Si 4.092 12.447 14.89 -0.007 -0.016 -0.027
Si 6.878 4.207 14.929 0.027 -0.01 -0.004
Si 9.567 1.545 15.001 -0.006 0.02 -0.011
Si 6.858 9.667 14.868 0.011 0.004 0.007
Si 9.544 6.913 14.969 0.008 -0.009 0.018
Si 6.848 15.103 14.999 -0.01 -0.011 0.017
Si 9.573 12.414 15.019 -0.029 0.002 0.038
Si 12.294 4.171 15.039 0.004 -0.003 0.006
Si 14.998 1.438 15.102 -0.007 -0.008 0.008
Si 12.236 9.694 14.94 0.014 0.018 0.017
Si 14.951 6.898 14.901 0.016 0.02 -0.013
Si 12.186 15.148 14.929 0.007 0.017 0
Si 14.899 12.456 14.921 0.019 0.021 -0.006
Si 16.327 16.386 16.57 -0.06 0.009 0.036
Si 2.736 2.785 16.373 -0.01 -0.016 0.051
Si 16.338 5.501 16.188 0.002 -0.031 -0.038
Si 2.778 8.298 16.227 -0.023 0.044 0.07
Si 16.28 10.993 16.099 0.005 -0.001 0.012
Si 2.694 13.776 16.26 0.033 0.002 -0.035
Si 5.401 16.403 16.334 -0.007 -0.025 -0.014
Si 8.208 2.885 16.381 0.026 0.016 0.003
Si 5.486 5.627 16.145 -0.023 -0.025 -0.024
Si 8.202 8.341 16.284 -0.01 0.01 0.013
Si 5.514 11.09 16.149 -0.036 0.005 -0.011
Si 8.24 13.798 16.409 0.012 0.009 0.005
Si 10.964 0.236 16.37 0.056 -0.042 0.031
Si 13.684 2.847 16.472 0 0.014 0.007
Si 10.853 5.494 16.36 -0.009 0.001 0.004
Si 13.516 8.219 16.23 0.013 -0.046 0.023
Si 11.008 11.113 16.398 0.058 0.053 0.012
Si 13.495 13.81 16.304 -0.029 -0.001 -0.012
Si 1.473 1.413 17.913 0.002 -0.012 -0.024
Si 4.157 4.295 17.505 0.029 0.033 -0.033
Si 1.4 6.823 17.471 -0.025 -0.005 -0.065
Si 4.185 9.752 17.482 -0.017 0.025 -0.089
Si 1.326 12.301 17.436 -0.05 0.04 -0.001
Si 4.038 15.027 17.73 0.017 -0.038 0.027
Si 6.759 1.5 17.609 -0.017 0.007 -0.002
Si 9.518 4.228 17.877 -0.045 -0.044 0.041
Si 6.745 6.997 17.557 -0.038 -0.003 0.034
Si 9.627 9.7 17.619 0.027 0.001 0.002
Si 6.827 12.344 17.639 0.022 0.021 -0.014
Si 9.659 15.212 17.75 -0.019 0.001 -0.022
Si 12.293 1.534 17.883 -0.005 0.015 -0.027
Si 15.136 4.234 17.752 0.015 -0.018 0.004
Si 12.19 6.865 17.686 0.022 0.014 -0.03
Si 14.907 9.645 17.407 -0.003 0.016 0.006
Si 12.35 12.493 17.907 0.023 -0.081 0.099
Si 14.691 15.098 17.852 -0.103 0.469 -0.381
Si 0.287 3.001 19.218 0.021 0.021 0.028
Si 2.911 16.385 19.347 0.021 0.01 0.094
Si 16.244 8.192 18.599 0.008 -0.094 0
Si 2.868 5.658 18.878 -0.012 -0.035 0.088
Si 0.052 12.996 19.236 0.241 -0.817 -0.046
Si 2.646 10.953 18.734 0.022 -0.015 0.067
Si 5.498 3.004 18.888 -0.013 0.033 0.031
Si 8.1 16.482 18.96 0.096 0.032 0.059
Si 5.507 8.488 18.895 0.097 -0.007 0.044
Si 8.04 5.737 19.027 0.033 -0.009 0.011
Si 5.197 13.383 18.981 -0.169 -0.4 -0.518
Si 8.291 11.08 18.961 -0.03 0.073 -0.019
Si 10.974 2.902 19.323 0.221 0.317 -0.371
Si 13.656 16.579 19.416 0.015 0.003 0.062
Si 10.839 8.261 19.05 -0.022 -0.048 -0.018
Si 13.651 5.564 19.023 -0.026 -0.044 0.036
Si 11.028 14.059 19.32 0.029 -0.026 -0.006
Si 13.795 10.874 19.058 -0.104 0.111 0.053
Si 2.09 4.095 20.445 -0.243 0.035 -0.756
Si 4.216 1.769 20.334 -0.072 -0.18 -0.56
Si 1.339 9.453 19.83 -0.394 0.279 -0.13
Si 3.77 7.477 20.069 -0.037 0.02 -0.708
Si 1.978 14.758 20.864 0.429 0.405 -0.278
Si 3.73 12.184 20.373 -0.102 0.008 -0.638
Si 6.874 4.205 20.38 -0.233 0.319 -0.701
Si 8.691 1.694 20.667 -0.137 -0.773 -0.27
Si 7.357 9.302 20.164 0.143 -0.22 -0.576
Si 8.988 7.447 20.292 -0.118 0.232 -0.626
Si 7.192 14.994 20.516 0.132 0.719 -0.011
Si 9.367 12.756 20.29 0.137 -0.082 -0.89
Si 12.677 4.022 20.495 -0.317 0.178 -0.735
Si 15.039 1.871 20.506 0.198 -0.255 -0.704
Si 12.506 9.359 20.258 -0.123 0.151 -0.701
Si 14.772 7.251 20.12 0.064 -0.226 -0.731
Si 12.252 15.51 21.102 -0.107 0.092 -0.9
Si 15.822 11.027 20.447 0 -0.008 -0.093
Si 0.108 1.79 23.356 -0.043 0.002 -0.193
Si 4.887 15.962 24.487 -0.168 -0.033 -0.19
Si 15.844 7.23 22.912 -0.102 0.046 -0.08
Si 4.475 7.307 22.939 0.084 0.036 -0.069
Si 15.667 11.649 22.681 -0.076 -0.355 -0.618
Si 2.411 14.813 25.396 0.029 0.005 -0.257
Si 6.563 16.602 21.995 0.173 -0.131 -0.558
Si 9.501 16.487 26.024 0.085 -0.001 0.009
Si 4.139 10.432 22.982 -0.004 -0.044 -0.181
Si 8.741 6.874 23.364 0.005 -0.015 -0.255
Si 7.932 9.596 23.025 0.029 0.089 -0.189
Si 8.386 13.632 25.624 0.156 -0.047 -0.129
Si 11.559 0.986 23.754 0.084 0.096 -0.317
Si 13.521 6.552 24.755 0.003 -0.263 -0.179
Si 12.524 3.866 23.482 -0.073 -0.008 -0.081
Si 10.661 9.819 31.152 0.069 -0.019 0.049
Si 10.687 10.788 22.371 -0.105 -0.007 -0.243
Si 13.687 13.746 23.288 0.122 0.067 0.063
Si 2.503 1.243 24.795 -0.041 0.085 -0.139
Si 5.752 3.249 25.944 0.12 -0.172 -0.124
Si 2.616 9.478 26.622 -0.053 0.043 -0.149
Si 6.425 4.945 23.441 -0.041 0.015 -0.233
Si 1.17 9.728 23.905 0.005 0.027 -0.028
Si 5.501 16.641 27.227 -0.102 0.049 0.011
Si 7.777 0.975 29.348 -0.022 -0.015 0.115
Si 10.868 7.702 25.583 -0.148 0.136 -0.101
Si 9.574 5.876 27.719 -0.044 -0.014 0.059
Si 9.034 12.366 28.335 0.121 -0.054 0.013
Si 3.454 14.431 28.156 0.083 0.161 -0.086
Si 6.385 11.534 24.845 -0.141 -0.026 -0.175
Si 14.076 1.857 24.909 0.059 0.057 -0.022
Si 1.97 5.762 23.191 0.127 0.055 -0.286
Si 1.857 6.967 28.075 0.037 -0.071 0.093
Si 12.667 9.407 29.297 -0.04 -0.039 0.145
Si 11.33 12.563 24.818 -0.015 0.123 -0.118
Si 0.332 14.317 23.271 -0.123 0.126 -0.243
Si 1.307 3.829 24.948 -0.078 -0.092 -0.157
Si 14.756 3.129 32.944 0.087 -0.071 0.199
Si 5.404 9.762 27.213 -0.085 -0.056 -0.127
Si 11.806 15.235 33.343 -0.085 -0.091 0.307
Si 6.635 7.05 27.868 -0.047 -0.023 0.099
Si 8.53 2.965 27.275 0.069 -0.072 -0.14
Si 10.077 15.292 28.853 -0.096 0.087 -0.084
Si 6.278 2.775 31.295 -0.09 -0.009 0.197
Si 11.107 10.445 26.947 0.026 -0.007 -0.035
Si 5.333 5.218 29.792 0.058 0.049 0.072
Si 14.588 3.073 27.743 -0.016 -0.158 -0.065
Si 0.412 1.899 29.263 0.041 0.027 0.045
Si 10.768 7.231 30.24 0.113 0.102 -0.013
Si 1.695 10.989 30.917 -0.197 -0.005 0.17
Si 15.226 13.806 30.877 0.133 -0.051 0.217
Si 14.928 10.735 30.779 -0.098 -0.053 0.157
Si 1.77 0.677 32.688 -0.088 0.086 0.107
Si 4.188 2.03 33.375 -0.064 0.054 0.212
Si 3.363 8.861 32.525 0.122 0.039 0.185
Si 4.262 5.452 27.104 -0.065 0.153 0.05
Si 1.284 15.523 29.982 -0.166 0.146 0.051
Si 0.912 13 32.997 -0.03 0.033 0.268
Si 7.368 4.746 33.424 -0.061 0.138 0.119
Si 12.673 15.658 30.629 0.067 -0.107 0.175
Si 6.231 10.035 32.958 0.014 -0.089 0.18
Si 9.883 6.46 33.1 -0.074 0.037 0.14
Si 8.191 11.61 31.177 -0.023 0.023 0.095
Si 9.477 13.326 33.22 0.067 -0.092 0.054
Si 15.743 5.599 26.796 0.047 0.069 -0.147
Si 1.082 3.577 31.472 -0.048 -0.1 0.018
Si 12.947 9.884 33.134 0.016 0.108 0.02
Si 2.834 6.14 31.057 -0.076 0.036 -0.059
Si 14.056 1.929 30.356 0.048 0.108 0.245
Si 3.47 11.519 28.387 -0.007 0.005 0.024
O 15.305 2.041 34.035 -0.272 0.15 -0.092
O 0.803 16.585 33.918 0.07 -0.407 -0.048
O 3.294 0.684 33.229 0.415 -0.313 0.173
O 3.296 3.243 34.008 0.281 0.356 -0.182
O 1.292 4.952 34.861 -0.092 0.136 -0.518
O 1.967 4.909 31.662 -0.15 0.221 0.121
O 2.738 9.127 34.003 -0.636 0.415 0.027
O 8.469 5.733 32.77 -0.04 -0.073 -0.292
O 1.718 12.373 31.756 0.312 0.285 -0.407
O 0.485 11.723 33.926 0.303 -0.527 -0.233
O 1.874 13.989 33.88 -0.159 0.233 -0.576
O 15.917 13.744 32.365 -0.395 0.361 0.2
O 6.786 15.761 34.992 0.179 0.137 -0.291
O 5.383 1.628 34.379 0.131 0.496 -0.107
O 9.527 1.908 35.047 -0.053 0.128 -0.476
O 7.947 4.099 34.761 -0.088 0.354 -0.002
O 4.318 7.342 34.933 0.137 0.2 -0.593
O 6.028 5.56 33.884 -0.175 0.019 -0.7
O 9.496 7.807 33.952 0.526 0.079 -0.164
O 7.331 9.221 33.833 -0.299 -0.083 0.015
O 5.714 11.232 33.903 -0.07 0.376 -0.294
O 4.01 12.837 34.895 -0.051 -0.044 -0.151
O 8.425 12.968 32.039 -0.406 0.348 -0.217
O 8.673 14.293 34.194 -0.027 0.494 -0.122
O 13.77 14.495 30.828 -0.228 -0.121 0.188
O 11.123 16.209 34.408 0.147 -0.177 -0.392
O 1.133 3.222 29.875 0.29 0.283 -0.384
O 13.938 4.23 33.799 -0.103 0.32 -0.548
O 10.823 5.585 34.066 0.025 -0.404 -0.43
O 12.924 2.061 0.235 0.016 -0.466 -0.058
O 15.477 7.051 34.861 -0.071 -0.042 -0.495
O 13.665 8.609 33.814 0.152 -0.177 -0.414
O 10.017 12.057 34.077 -0.254 -0.334 -0.091
O 12.416 10.885 34.306 0.283 0.23 -0.062
O 14.914 12.913 35.104 -0.078 -0.168 -0.325
O 13.095 14.514 34.005 0.085 -0.244 -0.244
O 3.12 2.884 20.913 -0.103 -0.029 0.493
O 1.911 5.064 21.739 0.083 0.05 0.19
O 6.042 15.96 23.378 0.137 -0.322 0.356
O 5.309 1.211 21.442 0.199 0.165 0.408
O 2.503 8.457 20.552 0.071 -0.173 0.403
O 0.768 14.269 19.927 -0.179 0.44 -0.236
O 4.736 8.908 23.126 0.253 -0.055 0.437
O 4.594 6.94 21.37 0.347 -0.541 0.09
O 2.973 13.468 21.101 -0.037 0.02 0.589
O 1.228 15.222 22.245 0.078 0.535 0.405
O 2.639 14.089 26.797 -0.41 -0.5 0.008
O 4.286 11.142 21.515 0.437 -0.115 -0.038
O 6.28 4.535 21.867 -0.541 0.119 0.097
O 10.301 1.92 20.513 0.367 -0.442 0.208
O 10.396 0.346 24.677 -0.103 -0.366 -0.237
O 7.991 1.137 22.065 0.082 0.219 0.676
O 7.042 9.837 21.695 -0.537 0.185 0.183
O 8.146 3.21 20.591 0.161 0.177 0.021
O 7.944 5.5 23.702 0.521 -0.273 0.13
O 9.255 6.875 21.82 0.157 -0.445 0.295
O 8.267 13.82 20.897 0.083 -0.099 0.341
O 8.434 15.269 25.713 -0.409 0.186 -0.048
O 10.051 12.011 21.551 0.262 0.28 0.453
O 8.205 12.882 27.052 -0.238 -0.32 0.031
O 12.654 5.189 24.442 -0.425 -0.041 0.336
O 12.294 4.515 22.01 -0.277 0.642 0.207
O 13.835 2.92 20.838 -0.113 -0.029 0.523
O 15.745 1.469 21.934 0.265 -0.138 0.086
O 11.876 10.038 21.595 0.109 0.193 0.176
O 14.192 12.216 23.07 -0.642 -0.447 0.082
O 15.735 6.817 21.355 0.35 -0.23 0.126
O 13.639 8.266 20.739 0.049 0.082 0.623
O 13.049 14.335 21.913 0.286 -0.551 0.011
O 11.647 16.508 22.302 -0.371 0.35 0.089
O 15.006 13.724 18.73 -0.503 -0.212 0.219
O 9.878 8.584 30.438 -0.803 -0.007 -0.35
O 0.355 3.354 23.704 -0.243 0.546 -0.308
O 1.592 1.149 23.455 0.195 -0.077 -0.605
O 5.266 1.826 26.619 -0.475 0.013 -0.121
O 4.056 1.052 24.355 0.239 0.472 -0.15
O 2.916 7.06 23.309 -0.193 0.294 0.427
O 0.464 6.143 23.631 -0.123 -0.272 0.329
O 1.607 9.236 25.38 -0.306 -0.184 0.144
O 5.412 6.216 23.7 -0.076 -0.069 0.292
O 11.299 11.42 23.692 0.116 -0.181 0.136
O 16.3 10.834 23.942 -0.224 0.205 0.662
O 0.373 12.896 22.533 0.684 -0.26 -0.203
O 3.744 14.79 24.429 -0.001 -0.496 -0.472
O 5.69 15.778 25.877 0.331 -0.438 0.146
O 8.462 2.322 28.76 0.431 0.457 0.268
O 5.775 14.293 20.219 -0.352 0.251 0.56
O 11.41 2.639 23.631 -0.5 0.086 -0.11
O 10.628 6.644 26.777 0.125 -0.06 0.225
O 6.151 3.626 24.378 0.208 -0.237 -0.032
O 8.132 6.585 27.499 0.091 0.018 -0.446
O 4.991 11.386 24.002 -0.183 0.249 0.252
O 7.539 10.648 24.147 0.299 0.002 0.105
O 7.684 8.09 23.543 -0.426 -0.151 0.222
O 10.282 15.965 27.37 0.319 0.002 0.051
O 9.509 9.726 22.672 0.047 -0.302 0.066
O 8.922 1.684 26.312 -0.212 0.183 -0.143
O 12.944 0.752 24.579 0.197 -0.511 0.181
O 13.899 3.069 23.827 0.554 0.015 -0.131
O 14.341 7.174 23.494 -0.33 0.413 -0.037
O 14.206 9.761 29.678 0.164 -0.367 -0.144
O 12.439 7.657 25.207 0.353 0.418 -0.11
O 2.869 7.397 32.062 -0.067 -0.126 0.415
O 4.184 9.08 26.34 0.159 -0.244 -0.399
O 9.844 13.222 24.978 -0.081 0.222 -0.054
O 10.504 9.244 26.005 -0.233 0.166 -0.374
O 15.059 14.629 23.564 -0.078 0.377 0.347
O 12.495 13.654 24.415 -0.197 0.532 0.224
O 13.742 2.493 31.838 -0.39 -0.281 -0.12
O 2.089 2.574 25.598 0.298 -0.055 0.781
O 2.837 6.201 27.013 -0.049 0.002 -0.435
O 7.108 3.574 26.782 0.159 0.649 0.126
O 2.682 11.059 27.017 -0.17 0.53 -0.144
O 11.6 9.364 32.396 -0.222 -0.396 0.183
O 4.167 12.99 28.413 0.442 -0.101 0.011
O 6.3 6.451 29.351 0.018 0.049 0.35
O 2.528 10.34 23.242 -0.228 0.34 -0.058
O 1.111 14.22 24.674 -0.259 -0.437 0.378
O 2.476 14.627 29.412 0.041 -0.452 0.393
O 4.344 15.793 28.021 -0.267 0.064 0.298
O 8.89 16.137 29.603 0.126 -0.203 0.531
O 6.754 16.694 28.236 0.175 -0.2 -0.102
O 9.985 7.161 24.339 0.329 -0.252 -0.118
O 14.693 6.381 25.859 -0.006 0.337 0.255
O 4.468 4.205 26.132 -0.384 -0.238 -0.1
O 4.987 9.081 32.53 0.298 -0.121 -0.296
O 9.951 11.087 27.905 -0.371 -0.238 0.48
O 6.473 8.659 27.736 0.273 0.176 0.253
O 8.108 11.884 29.586 -0.382 -0.134 -0.108
O 6.126 10.907 26.318 0 0.133 0.501
O 7.053 13.039 24.853 -0.378 0.305 -0.374
O 9.545 10.839 31.588 0.111 0.038 0.238
O 15.522 1.212 24.585 0.2 -0.696 0.248
O 13.904 2.446 26.411 -0.226 0.076 0.212
O 0.396 8.59 23.032 0.124 0.046 -0.153
O 2.478 4.726 24.302 0.547 0.073 0.303
O 0.188 10.347 30.901 -0.009 -0.361 0.128
O 11.724 10.455 30.117 -0.04 0.504 0.106
O 14.046 10.578 32.155 0.013 0.048 0.217
O 4.708 10.461 28.513 0.335 -0.109 0.629
O 11.711 11.729 26.153 0.384 0.388 0.442
O 14.957 12.297 30.342 -0.253 0.212 -0.718
O 2.142 16.356 25.791 -0.336 0.077 0.711
O 13.278 0.62 29.912 -0.199 0.012 -0.67
O 0.421 4.597 26.024 -0.078 -0.064 0.044
O 15.945 3.871 32.124 0.023 0.422 -0.212
O 1.579 15.928 31.515 0.165 -0.427 0.139
O 1.558 2.205 32.194 -0.005 0.197 -0.139
O 4.384 5.667 31.005 0.417 0.173 0.592
O 4.347 4.839 28.588 -0.499 -0.549 0.033
O 1.287 0.565 29.086 0.115 -0.003 -0.519
O 16.228 14.665 29.925 -0.15 0.17 -0.4
O 5.528 6.434 26.859 -0.079 0.03 -0.461
O 2.716 9.933 31.539 0.095 0.203 -0.029
O 7.136 3.502 32.442 0.226 -0.294 -0.09
O 4.826 2.428 31.941 -0.233 -0.009 -0.545
O 11.421 15.286 29.721 -0.009 -0.273 -0.288
O 12.211 7.867 29.716 0.572 -0.256 -0.331
O 6.992 1.44 30.699 -0.124 -0.409 0.042
O 10.119 6.155 29.232 -0.226 -0.252 0.303
O 9.812 13.699 28.795 0.367 -0.022 0.321
O 12.323 9.725 27.755 0.113 -0.114 -0.37
O 6.922 10.734 31.665 -0.214 -0.17 -0.637
O 9.505 4.278 27.374 0.299 -0.097 0.201
O 14.805 4.658 27.698 -0.419 0.257 0.255
O 13.752 2.927 29.124 -0.461 0.562 -0.034
O 16.003 2.281 27.883 0.302 -0.215 -0.584
O 15.624 1.518 30.389 0.188 -0.329 0.657
O 10.752 6.6 31.736 0.468 -0.168 -0.025
O 6.146 3.872 30.122 0.181 0.058 -0.318
O 0.325 6.587 27.701 -0.294 0.192 0.046
O 2.226 6.589 29.61 -0.328 0.264 -0.031
O 12.243 16.14 32.103 -0.09 0.817 -0.202
O 10.79 14.127 32.733 0.122 -0.072 -0.861
O 2.07 8.56 27.848 -0.056 0.087 0.365
O 2.31 11.381 29.489 -0.334 0.043 -0.095
Si 0.015 0.129 5.445 0.009 -0.012 0.009
Si 2.72 2.845 5.427 0.006 0.003 -0.012
Si 0.049 5.601 5.431 -0.024 -0.023 0.004
Si 2.785 8.294 5.413 0.007 0.003 0.007
Si 16.31 11.066 5.373 -0.007 0.01 -0.01
Si 2.7 13.763 5.37 0.002 0.017 -0.008
Si 5.359 0.148 5.428 -0.01 0.021 0.016
Si 8.151 2.899 5.477 0.006 0.013 0.006
Si 5.497 5.601 5.444 -0.002 -0.023 -0.005
Si 8.23 8.312 5.372 0.003 0.002 -0.021
Si 5.485 11.012 5.348 -0.004 0.008 -0.005
Si 8.128 13.668 5.403 0.009 -0.001 -0.002
Si 10.937 0.077 5.513 0.019 0.018 0.016
Si 13.676 2.837 5.512 -0.009 0.026 0.033
Si 10.898 5.607 5.442 -0.005 -0.006 0.001
Si 13.614 8.333 5.402 -0.008 -0.026 -0.006
Si 10.885 10.976 5.363 0.034 0.016 -0.012
Si 13.615 13.675 5.391 0.004 0.014 0.001
Si 1.369 1.495 6.803 -0.01 -0.003 0.001
Si 4.109 4.215 6.769 0.004 0.008 -0.012
Si 1.418 6.942 6.787 0.007 0.004 -0.012
Si 4.127 9.676 6.753 -0.005 -0.01 -0.002
Si 1.357 12.399 6.751 -0.014 0.012 0.006
Si 4.037 15.098 6.786 0.007 -0.007 -0.004
Si 6.774 1.497 6.776 0.004 -0.015 -0.006
Si 9.532 4.253 6.813 -0.009 0.01 -0.006
Si 6.862 6.967 6.772 0.004 -0.003 0.004
Si 9.558 9.648 6.773 -0.004 -0.002 -0.003
Si 6.798 12.339 6.785 0.003 -0.002 -0.004
Si 9.508 15.035 6.78 -0.006 -0.01 -0.005
Si 12.28 1.481 6.837 0.006 -0.011 0.007
Si 15.029 4.232 6.819 0.009 -0.01 0.003
Si 12.275 6.959 6.782 -0.002 -0.007 -0.002
Si 14.97 9.695 6.76 -0.02 0.023 -0.004
Si 12.239 12.341 6.751 -0.023 0 -0.005
Si 14.968 15.058 6.766 0.007 0.005 -0.005
Si 0.038 2.857 8.174 0.008 0.021 0.008
Si 2.715 0.134 8.168 -0.004 -0.015 0.003
Si 0.021 8.312 8.117 0.008 -0.007 -0.016
Si 2.755 5.568 8.148 -0.022 -0.003 0.01
Si 16.33 13.731 8.146 0.004 -0.012 0
Si 2.739 11.032 8.107 0.025 0.004 -0.019
Si 5.449 2.859 8.155 -0.008 0 0.006
Si 8.16 0.126 8.12 -0.001 0.005 0
Si 5.475 8.311 8.127 0.01 0.015 -0.012
Si 8.184 5.606 8.169 0.017 0 0.005
Si 5.435 13.737 8.118 -0.007 0.014 -0.016
Si 8.185 11.002 8.134 -0.005 0.008 0.001
Si 10.895 2.862 8.153 -0.01 0.001 -0.005
Si 13.634 16.425 8.16 -0.007 0.012 0.003
Si 10.913 8.303 8.148 0.002 0 0
Si 13.626 5.585 8.142 -0.003 -0.009 -0.016
Si 10.889 13.703 8.134 0 -0.008 0.004
Si 13.607 11.019 8.143 0.013 -0.002 0.001
Si 1.397 4.212 9.522 0.007 -0.024 0.002
Si 4.09 1.497 9.513 0.007 0.003 -0.001
Si 1.381 9.668 9.483 -0.001 0.015 -0.002
Si 4.117 6.939 9.492 0.004 -0.01 -0.009
Si 1.361 15.09 9.515 -0.014 0.021 0.002
Si 4.087 12.389 9.492 -0.004 0.013 0.005
Si 6.829 4.214 9.507 -0.004 0.018 -0.002
Si 9.53 1.487 9.498 0.005 0.014 0.004
Si 6.827 9.66 9.499 0.003 -0.016 0.004
Si 9.556 6.952 9.515 0 0.004 0.009
Si 6.795 15.098 9.487 -0.009 -0.028 -0.002
Si 9.531 12.367 9.504 -0.006 -0.015 0.009
Si 12.267 4.22 9.504 0.016 0.021 0.004
Si 14.982 1.487 9.507 0.016 -0.009 -0.01
Si 12.264 9.658 9.512 -0.006 0.002 0.005
Si 14.985 6.944 9.499 -0.011 -0.011 0.002
Si 12.241 15.082 9.5 -0.004 -0.004 -0.001
Si 14.962 12.382 9.507 -0.002 0.011 0.001

Results
total energy: -115453.091 eV
total energy less fixed offsets of O -438.35, Si -107.03 eV per atom: 13.249 eV
